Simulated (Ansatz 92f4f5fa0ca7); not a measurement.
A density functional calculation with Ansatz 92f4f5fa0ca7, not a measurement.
Periodic cell of 216 atoms, Si133O82H1, from a study of silicon, its oxide and their interface. The atomic structure is a simulated model.
Doubt: the cutoff is far below the 930 eV that the study's wrapper takes by default for these files, so forces and energies are approximate.
This geometry differs little from another in the collection (a relaxation step or a small displacement).

Settings
functional: PBE
potential files: Ansatz PAW
basis: plane waves
wave-function cutoff: 580 eV
density cutoff ratio: 5
exchange-correlation grid ratio: 1
k mesh: 1 x 1 x 1, Gamma-centred
self-consistency stop: 5e-08 eV per atom in the density residual
occupations: fixed
spin: none
net charge: +1 e, with a uniform compensating background and no finite-size correction

Cell vectors (angstrom)
a 10.938 0 0
b 0 10.938 0
c 0 0 31.7236

Atoms and the computed forces on them: element, x, y, z (angstrom), force x, y, z (eV/angstrom)
Si 0.4757 -0.5278 24.3972 0.0111 0.0062 0.0007
Si 4.7198 0.4911 24.1816 -0.0052 0.005 -0.0007
Si 3.1884 2.419 24.2024 0.0062 -0.0013 0.0051
Si 7.7316 3.2027 24.3065 -0.004 0.0059 0.0014
Si -0.7174 6.2193 24.4426 0.0249 0.0318 0.0185
Si 5.9847 4.9658 24.5086 0.0037 0.0053 -0.0037
Si 2.0348 8.5414 24.3113 -0.0131 -0.0022 -0.0007
Si 8.6804 8.1331 24.3519 -0.0281 -0.0226 0.0029
Si 1.3947 1.4118 25.4391 0.002 0.0001 -0.0036
Si 6.6865 1.3603 25.4148 -0.0006 -0.0066 0.002
Si 4.1515 4.0513 25.6769 0.0029 -0.0028 -0.0043
Si 9.4752 4.2112 25.5212 -0.0083 -0.0101 0.001
Si 1.219 6.8409 25.687 -0.0066 -0.0166 0.0002
Si 6.8769 6.9573 25.4639 0.0042 0.0146 -0.0049
Si 3.9254 9.5727 25.4409 0.0022 0.0035 0.003
Si 9.6552 9.6601 25.7877 0.0111 -0.0047 -0.0105
Si 2.6825 0.0292 26.9245 -0.0022 -0.002 0.0003
Si 8.1221 0.0807 26.8995 -0.0054 0.0014 -0.0016
Si -0.0226 2.7741 26.8371 0.0048 0.0002 -0.0003
Si 5.4822 2.6743 26.9962 -0.0022 0.0035 0.0013
Si 2.7169 5.4673 26.9239 -0.0027 0.0072 -0.0017
Si 8.1563 5.5544 26.9515 -0.0018 0.0019 0.0068
Si -0.0162 8.2192 27.0895 0.005 -0.0031 0.0039
Si 5.4124 8.2529 26.8343 0.0001 -0.0099 -0.0011
Si 4.1018 1.3673 28.3053 -0.1532 -0.4504 0.3311
Si 9.5708 1.3673 28.3053 -0.1521 0.3983 -0.5391
Si 1.3673 4.1018 28.3053 -0.1681 -0.123 -0.3351
Si 6.8362 4.1018 28.3053 0.0072 0.1381 0.0818
Si 4.1018 6.8362 28.3053 0.0332 0.1754 -0.482
Si 9.5708 6.8362 28.3053 -0.3174 -0.1866 0.8002
Si 1.3673 9.5708 28.3053 0.2468 0.4156 0.6589
Si 6.8362 9.5708 28.3053 -0.3068 0.1002 -0.5303
Si 0 0 29.6726 0.0608 -0.086 0.0007
Si 5.469 0 29.6726 -0.1283 -0.0852 0.0454
Si 2.7345 2.7345 29.6726 -0.0061 -0.0821 -0.0238
Si 8.2035 2.7345 29.6726 0.18 0.0798 0.0301
Si 0 5.469 29.6726 -0.0935 -0.041 0.0167
Si 5.469 5.469 29.6726 -0.0067 -0.0719 -0.0312
Si 2.7345 8.2035 29.6726 0.0647 0.0975 0.0446
Si 8.2035 8.2035 29.6726 0.0403 -0.1365 0.0074
Si 1.3673 1.3673 31.0398 -0.0237 0.0807 0.0081
Si 6.8362 1.3673 31.0398 -0.0279 0.0188 -0.063
Si 4.1018 4.1018 31.0398 -0.0167 0.0571 -0.0011
Si 9.5708 4.1018 31.0398 0.0131 0.0445 0.0068
Si 1.3673 6.8362 31.0398 -0.0259 -0.022 -0.0547
Si 6.8362 6.8362 31.0398 -0.0388 0.0485 0.008
Si 4.1018 9.5708 31.0398 0.0986 0.0033 0.0218
Si 9.5708 9.5708 31.0398 -0.0659 0.0562 -0.0024
Si 2.7345 0 0.6835 -0.0043 -0.1041 -0.0268
Si 8.2035 0 0.6835 -0.012 0.027 0.0121
Si 0 2.7345 0.6835 -0.0221 -0.0514 0.0251
Si 5.469 2.7345 0.6835 0.0314 -0.0635 0.013
Si 2.7345 5.469 0.6835 -0.0237 0.0351 0.0084
Si 8.2035 5.469 0.6835 0.1096 -0.0692 -0.016
Si 0 8.2035 0.6835 0.0335 -0.0536 0.014
Si 5.469 8.2035 0.6835 -0.0546 -0.0171 0.0392
Si 4.1018 1.3673 2.0507 -0.029 0.0912 -0.0164
Si 9.5708 1.3673 2.0507 -0.0558 -0.0674 0.0208
Si 1.3673 4.1018 2.0507 0.0795 0.0939 0.0407
Si 6.8362 4.1018 2.0507 0.0254 0.18 -0.005
Si 4.1018 6.8362 2.0507 -0.0327 -0.1343 -0.0056
Si 9.5708 6.8362 2.0507 -0.1634 -0.0324 -0.0464
Si 1.3673 9.5708 2.0507 0.0181 0.1324 -0.0038
Si 6.8362 9.5708 2.0507 0.0198 -0.0013 -0.0029
Si 0 0 3.418 0.1399 -0.2381 -0.0568
Si 5.469 0 3.418 -0.3004 -0.1308 0.4063
Si 2.7345 2.7345 3.418 0.1094 -0.3872 -0.4081
Si 8.2035 2.7345 3.418 0.2171 -0.145 0.228
Si 0 5.469 3.418 0.048 0.2519 0.4001
Si 5.469 5.469 3.418 0.207 0.2399 -0.8766
Si 2.7345 8.2035 3.418 -0.0949 0.047 0.6809
Si 8.2035 8.2035 3.418 0.4053 -0.0118 -0.4136
Si 1.4009 1.3373 4.7706 0.0069 0.0029 -0.003
Si 6.8971 1.3003 4.7976 -0.0012 -0.003 0.0048
Si 4.1665 4.0879 4.6928 0.0043 0.0036 0.0024
Si 9.6309 4.0527 4.8053 0.0059 0.0013 0.003
Si 1.333 6.8688 4.8873 -0.001 -0.001 0.0014
Si 6.787 6.8899 4.7101 -0.0022 -0.0036 0.0033
Si 4.079 9.5782 4.8931 0.0015 0.0048 -0.0019
Si 9.6578 9.4624 4.7845 0.0048 0.0012 -0.0004
Si 2.6127 -0.0484 6.301 -0.008 0.0017 0.0061
Si 8.2813 -0.1226 6.1013 -0.0017 -0.0007 0.0065
Si 0.134 2.7338 6.1924 -0.006 0.0029 -0.0067
Si 5.4416 2.6147 6.1006 0.0016 0.0055 0.0075
Si 2.8232 5.4348 6.0418 0.0045 -0.0022 0.0016
Si 8.1583 5.4498 5.9993 -0.0024 -0.0028 0.0082
Si -0.0637 8.1607 6.4526 -0.0025 0.0041 0.0038
Si 5.553 8.2443 6.2308 0.0069 -0.0057 0.006
Si 3.6868 1.7418 7.3949 0.0172 0 0.0062
Si 10.0269 0.9144 7.2472 0.0108 0.0039 0.0163
Si 2.0923 3.5904 7.2966 0.0037 0.0052 0.0122
Si 6.1957 4.6391 6.9059 -0.0067 0.0063 -0.0014
Si 4.5521 6.4113 7.297 0.014 -0.0126 0.0052
Si 8.8909 7.133 7.4598 0.0031 0.0008 0.003
Si 0.7374 10.1346 7.71 -0.0047 0.0002 -0.0067
Si 7.472 9.0414 7.4642 0.001 -0.0032 -0.0014
O 8.4654 3.8378 9.1407 0.0171 -0.0111 -0.01
O 7.627 9.295 9.1097 -0.0011 -0.0005 -0.0009
O 8.5635 6.5213 9.0121 -0.0078 0.0153 -0.007
O 0.8785 10.1608 9.3967 -0.0037 0.0013 0.0015
O 4.2833 1.3843 8.9077 -0.012 -0.0019 -0.0112
O 2.1583 4.2519 8.8206 0.0018 -0.0063 -0.014
O 9.4444 1.3659 8.7186 0.0079 -0.0315 -0.0301
O 4.1908 6.7586 8.8592 0.0013 0.0011 -0.0047
O 8.6299 9.005 22.8832 0.0081 0.0104 -0.0042
O 8.326 2.8037 22.7957 0.001 -0.0027 -0.0025
O 5.133 5.1991 23.1195 0.0021 -0.0037 -0.0042
O 8.156 2.852 20.1253 0.0016 -0.0005 0.0014
O 10.8799 10.4987 22.825 -0.0041 -0.0029 0.0039
O -0.3977 6.3077 22.8142 -0.0047 -0.0006 -0.0125
O 1.8813 7.8751 22.7588 0.0011 -0.0021 -0.0027
O 4.6504 -0.0472 22.595 0.0042 -0.0021 -0.0055
Si 9.1769 5.2017 9.7638 -0.0024 -0.0084 -0.022
Si 0.5094 10.3436 11.0005 0.0005 0.0068 0.0012
Si 4.5354 7.067 10.4191 0.0017 0.0003 0.0034
Si 2.0512 10.0142 16.3731 0.0012 0.0003 0.0015
Si -4.5273 6.4667 15.1372 0.0048 -0.0062 -0.0005
Si 1.9938 3.2065 18.5729 0.0015 0.0017 0.0001
Si 14.3917 6.6007 14.4165 -0.0004 -0.0015 0.0012
Si 5.4961 0.1326 21.2057 -0.0026 -0.0008 0.0032
Si 3.9701 -0.0663 14.0742 0.001 0.0015 0.002
Si 5.5018 1.0269 9.9318 -0.0049 -0.0041 -0.0083
Si 8.4102 2.2439 9.5891 0.0083 0.029 0.0058
Si 0.4906 12.6991 16.4601 0.0024 0.0005 0.0007
Si 0.9972 6.6656 22.0452 0.0057 0.0048 -0.0009
Si 4.763 1.7166 18.671 0.0012 -0.0008 -0.0028
Si 8.0384 1.8864 21.4715 0.0019 -0.0024 -0.0007
Si 2.9031 8.7948 12.3583 -0.0009 0.0003 0.0074
Si 6.951 3.8744 19.6227 0.0001 0.002 -0.0029
Si 6.2928 -4.6307 18.0596 0.001 0.0003 -0.0014
Si 4.4093 2.4427 12.4942 0.0028 0.0024 0.0084
Si 10.592 2.2693 11.4836 -0.0051 0.0026 -0.0085
Si 5.2326 5.4643 21.5396 0 -0.0009 0.0089
Si -1.6531 -3.9279 14.288 0.0029 -0.0041 0.003
Si 2.8375 8.7354 18.7793 0.0009 0.0011 -0.002
Si -4.338 3.5685 14.3018 0.004 0.0052 -0.002
Si 3.1634 4.932 11.9486 -0.0082 0.0019 0.0082
Si 11.9974 4.5403 9.9665 -0.0001 -0.0035 0.0025
Si 5.5162 -2.6833 20.2946 0.0021 -0.0002 -0.0042
Si 10.5001 8.3914 16.6794 0 -0.0028 0.0005
Si 2.602 4.0273 21.4544 0.0026 -0.0068 -0.0022
Si -1.6089 4.4094 12.863 -0.0009 0.0029 0.0024
Si 9.071 10.9785 15.4958 0.0012 -0.0003 0.0019
Si 11.0492 8.412 19.7131 -0.0008 0.0004 -0.0023
Si 6.7135 9.2195 10.4744 0.0005 0.0053 0.0027
Si -1.3709 10.0386 21.9614 0.0028 -0.0016 0.0003
Si -4.7568 0.8525 15.9482 0.0014 0.0033 -0.0002
Si 8.9832 9.5995 12.6214 0.0021 -0.0009 0.0046
Si 3.1754 5.9555 17.5115 0.0016 -0.0002 -0.0013
O 0.5633 0.9398 11.594 -0.0014 0.0002 -0.0015
O 3.1475 5.2609 13.5344 0.0015 0.0037 -0.0035
O 8.9961 2.0374 11.1061 -0.0023 -0.0072 0.0176
O 6.318 4.8482 15.2463 0.0044 0.0003 -0.0095
O 3.9706 4.6963 20.8442 0.0016 0.0011 -0.0035
O 2.8689 2.9112 22.6318 -0.0006 0.0014 -0.0052
O -9.7535 0.3421 16.8559 0.0015 -0.0011 -0.0008
O 4.4532 5.6596 11.2378 0.0007 -0.0007 -0.0046
O 5.2491 1.6252 11.3945 -0.0009 0.0042 0.0057
O 2.5645 18.1246 18.3674 0.0024 -0.0014 0.0008
O 10.5112 3.2406 12.8061 -0.0003 0.0029 -0.0054
O 5.265 7.0893 21.4091 0.0019 0.0019 0.0024
O 4.6444 0.6524 19.913 0.001 0.0021 -0.0026
O 3.3879 8.0517 10.9959 -0.0004 0.0007 -0.0029
O -4.4228 2.2839 15.2612 -0.0007 -0.0049 -0.0043
O 2.7058 -0.5636 14.9436 0.0005 0 -0.0008
O 1.7888 3.3653 20.1994 0.0002 -0.0013 -0.003
O 8.9928 5.0691 11.3804 -0.0133 0.002 0.0373
O 5.3991 1.0011 17.3542 0.0005 0.0029 -0.0004
O 11.5102 7.0678 20.528 -0.0005 0.0025 -0.0036
O -1.0173 1.3945 15.8816 0.0013 -0.0013 -0.0022
O 6.7126 6.9938 16.6445 0.0006 -0.0003 -0.0007
O 1.5123 -1.4302 11.9482 0.0042 -0.004 0.0005
O 6.5113 1.3445 21.5753 0.0029 0.0002 0.0013
O -3.6839 5.0259 18.4745 -0.0004 0 0.0008
O -1.9503 -0.2148 13.8421 0.0002 0.0004 -0.0012
O -1.0163 9.8931 11.3139 -0.0027 -0.0014 -0.002
O 9.9827 -1.6855 20.6014 0.0019 -0.0002 0.0015
O 10.7575 5.4106 9.3685 0.0143 0.0119 -0.0124
O 12.6923 5.3373 11.204 0.0103 0.0024 0.0007
O -5.3572 10.3558 10.1438 0.003 -0.0012 -0.0014
O 6.0029 7.7505 10.575 -0.0017 -0.0033 -0.0038
O 0.6324 2.6181 17.8664 0.0007 0.0007 0.0013
O 2.3261 4.6412 17.885 0.0012 -0.0002 0.0004
O 1.8126 5.2701 22.1247 -0.0022 -0.0009 0.0099
O 1.1079 8.6855 16.2427 0.0007 0.0011 -0.002
O -4.7181 -1.318 20.8753 0.0018 -0.0012 0.001
O 7.5117 9.4786 11.8814 0.0009 -0.0007 -0.0018
O 3.2576 3.3194 11.7557 0.0033 -0.0005 -0.0033
O 15.9768 7.0316 14.4584 0.0041 -0.0038 -0.0027
O 6.5691 4.7614 20.9463 0.0024 -0.0028 -0.0009
O -9.661 13.5324 15.3025 -0.013 0.0042 -0.03
O -1.0065 16.5489 13.7605 0.0016 0.0006 -0.0034
O -3.2817 -4.0126 14.2159 -0.0051 -0.0017 0.0012
O -1.2669 -1.2263 16.2816 0.0016 -0.0001 -0.0019
O 10.3733 8.0305 18.2683 0.0017 0.0001 0.0006
O 9.6082 8.2373 13.2705 -0.0004 -0.0006 -0.0024
O 3.7077 12.393 13.5616 0.0019 -0.0042 -0.0019
O -2.9104 3.725 13.5376 -0.0125 -0.0005 0.0027
O 5.7194 2.9676 19.0764 0.0014 -0.0003 0.0021
O 4.0582 -2.1589 19.8218 -0.0016 -0.0006 0.0016
O 6.8989 1.6867 9.3686 -0.0278 -0.0021 -0.0051
O -3.3362 0.1347 16.1639 0.0007 0.0009 -0.0007
O 6.4022 7.55 19.1215 0.0012 -0.0012 0.0015
O 12.4003 9.307 19.4531 0.0027 0 0.001
O 2.9752 6.3003 15.9275 0.0012 -0.0003 0.0024
O 2.6518 7.7821 13.6159 0.0036 -0.002 -0.0015
O 8.9292 0.5247 21.4576 -0.0012 0.0033 0.0012
O -7.7292 9.6497 17.472 0.0001 0.0002 -0.0007
O 4.0545 9.8746 12.7833 0.0014 0.0036 -0.0008
O 4.7516 5.7671 17.9142 0.001 0.0002 0.0009
O 5.4431 3.4855 13.1727 0.011 -0.0007 0.0045
O 3.2623 2.21 18.301 0.0031 -0.0016 0.0014
O 11.3237 3.1087 10.3086 0.0031 -0.0155 0.0027
O 5.3392 -0.1079 14.9336 0.0034 0.002 -0.0008
O -1.0424 7.1712 15.7855 0.0027 0.0012 -0.0008
H -10.1452 13.7304 14.4811 0.0159 -0.0055 0.0313

Results
free energy: -131202.901 eV
free energy less fixed offsets of H -15.97, O -568.88, Si -635.61 eV per atom: -2.641 eV

The program warned: the cutoff lies below the one the program advises for these potential files; the exchange-correlation potential is rough where the density is thin.
